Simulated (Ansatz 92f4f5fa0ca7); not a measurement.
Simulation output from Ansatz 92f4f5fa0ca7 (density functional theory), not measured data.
Periodic cell of 300 atoms, Si196O104, from a study of silicon, its oxide and their interface. The atomic structure is a simulated model.
Doubt: the cutoff is far below the 930 eV that the study's wrapper takes by default for these files, so forces and energies are approximate.

Settings
functional: PBE
potential files: Ansatz PAW
basis: plane waves
wave-function cutoff: 580 eV
density cutoff ratio: 5
exchange-correlation grid ratio: 1
k mesh: 1 x 1 x 1, Gamma-centred
self-consistency stop: 5e-08 eV per atom in the density residual
occupations: fixed
spin: none
net charge: 0

Cell vectors (angstrom)
a	11.6015	0	0
b	0	10.938	0
c	0	0	40.9235

Atoms: element, x, y, z (angstrom)
Si	0	0	0.9665
Si	3.8672	0	0.9665
Si	7.7343	0	0.9665
Si	1.9336	1.3673	0.9665
Si	5.8008	1.3673	0.9665
Si	9.6679	1.3673	0.9665
Si	0	5.469	0.9665
Si	3.8672	5.469	0.9665
Si	7.7343	5.469	0.9665
Si	1.9336	6.8362	0.9665
Si	5.8008	6.8362	0.9665
Si	9.6679	6.8362	0.9665
Si	1.9336	2.7345	39.9564
Si	5.8008	2.7345	39.9564
Si	9.6679	2.7345	39.9564
Si	0	4.1018	39.9564
Si	3.8672	4.1018	39.9564
Si	7.7343	4.1018	39.9564
Si	1.9336	8.2035	39.9564
Si	5.8008	8.2035	39.9564
Si	9.6679	8.2035	39.9564
Si	0	9.5708	39.9564
Si	3.8672	9.5708	39.9564
Si	7.7343	9.5708	39.9564
Si	0	0	4.8337
Si	3.8672	0	4.8337
Si	7.7343	0	4.8337
Si	1.9336	1.3673	4.8337
Si	5.8008	1.3673	4.8337
Si	9.6679	1.3673	4.8337
Si	0	5.469	4.8337
Si	3.8672	5.469	4.8337
Si	7.7343	5.469	4.8337
Si	1.9336	6.8362	4.8337
Si	5.8008	6.8362	4.8337
Si	9.6679	6.8362	4.8337
Si	1.9336	2.7345	2.9001
Si	5.8008	2.7345	2.9001
Si	9.6679	2.7345	2.9001
Si	0	4.1018	2.9001
Si	3.8672	4.1018	2.9001
Si	7.7343	4.1018	2.9001
Si	1.9336	8.2035	2.9001
Si	5.8008	8.2035	2.9001
Si	9.6679	8.2035	2.9001
Si	0	9.5708	2.9001
Si	3.8672	9.5708	2.9001
Si	7.7343	9.5708	2.9001
Si	-1.079	3.2437	28.7665
Si	1.8551	-2.7339	32.2407
Si	11.0384	-4.6995	28.5562
Si	5.2917	4.5549	31.991
Si	7.9006	-1.6662	22.8212
Si	12.9981	1.5624	29.5223
Si	-3.5878	10.3456	31.8143
Si	5.0038	10.9524	27.0107
Si	8.7616	7.0582	30.7388
Si	2.0638	10.8689	26.9745
Si	7.732	5.1055	31.7685
Si	5.1989	8.0675	31.7953
Si	4.018	6.1495	30.8336
Si	0.4515	-2.5702	26.3488
Si	5.4537	2.1905	31.8201
Si	-4.6701	7.1894	26.3107
Si	9.7026	8.5387	32.3217
Si	9.3535	0.7394	26.9189
Si	-1.069	13.4839	32.2043
Si	0.074	9.6787	32.4451
Si	7.0984	8.6816	30.4288
Si	3.5987	9.8445	32.0889
Si	3.4121	12.1473	30.9956
Si	12.2573	4.2812	32.3205
Si	-0.0444	-0.0511	34.4473
Si	3.8409	-0.0835	34.2256
Si	7.7182	0.1389	34.032
Si	1.9144	1.2157	34.4842
Si	5.7106	1.376	34.0681
Si	9.7467	1.4516	34.1947
Si	0.2138	5.57	34.2314
Si	4.2008	5.4709	34.0421
Si	7.9214	5.6897	34.0556
Si	2.1918	6.8402	34.1589
Si	5.9448	7.0789	33.9955
Si	9.8602	7.0138	34.1719
Si	1.9943	2.8173	36.1599
Si	5.8337	2.7485	36.0325
Si	9.6784	2.815	36.1039
Si	0.0417	4.1391	36.1056
Si	3.9555	4.1524	36.044
Si	7.7475	4.1901	35.988
Si	2.0695	8.1771	36.1102
Si	5.9184	8.2512	36.0612
Si	9.7043	8.2254	36.1547
Si	0.0656	9.451	36.2345
Si	3.9667	9.541	36.144
Si	7.8141	9.6598	36.016
Si	0	0	38.0229
Si	3.8672	0	38.0229
Si	7.7343	0	38.0229
Si	1.9336	1.3673	38.0229
Si	5.8008	1.3673	38.0229
Si	9.6679	1.3673	38.0229
Si	0	5.469	38.0229
Si	3.8672	5.469	38.0229
Si	7.7343	5.469	38.0229
Si	1.9336	6.8362	38.0229
Si	5.8008	6.8362	38.0229
Si	9.6679	6.8362	38.0229
Si	1.8553	2.6799	6.824
Si	5.7147	2.7509	6.7151
Si	9.6186	2.7621	6.7132
Si	-0.0318	4.0995	6.7895
Si	3.779	4.0887	6.7945
Si	7.6549	4.0749	6.7282
Si	1.914	8.1244	6.8963
Si	5.7312	8.159	6.7758
Si	9.6622	8.1743	6.7506
Si	-0.0111	9.5303	6.8179
Si	3.8184	9.5534	6.8127
Si	7.6894	9.459	6.6575
Si	-0.1884	-0.1021	8.8123
Si	3.791	0.0222	8.7445
Si	7.6007	-0.1002	8.496
Si	1.7968	1.2647	8.7777
Si	5.7628	1.3516	8.5883
Si	9.5162	1.2558	8.5031
Si	-0.0698	5.3879	8.795
Si	3.8666	5.3388	8.8157
Si	7.6641	5.4291	8.6389
Si	1.9109	6.7282	8.9433
Si	5.728	6.8062	8.7281
Si	9.588	6.7425	8.6186
Si	6.0892	2.5628	10.5805
Si	3.2732	-0.943	19.1443
Si	13.3581	-2.6253	10.7993
Si	3.7687	-0.2474	12.9889
Si	3.7222	-1.226	10.7611
Si	11.4876	3.7965	10.5878
Si	3.9987	3.7883	10.669
Si	5.5513	8.2394	10.637
Si	13.5459	13.554	10.7075
Si	-2.0891	13.4245	10.4585
Si	-0.3836	9.3083	10.7061
Si	8.3137	13.9253	14.9027
Si	-0.5676	3.6072	13.4644
Si	9.235	-3.0493	10.6204
Si	7.9588	-4.7192	12.0915
Si	5.6479	-4.1093	12.5521
Si	5.1523	-2.6891	14.4325
Si	14.5292	-3.2781	24.5463
Si	-3.7669	4.2076	10.6513
Si	7.5495	9.5056	10.4278
Si	7.9086	0.3355	11.9408
Si	-3.4797	9.4045	14.6303
Si	0.4882	10.0586	16.1559
Si	13.2335	1.8003	12.9145
O	41.7748	-29.5293	26.6727
O	11.7539	9.0971	17.4416
O	8.4314	-0.7908	16.0605
O	-1.2904	3.1092	22.3987
O	-31.9828	-5.6639	13.4587
O	10.8317	-14.3699	13.6287
O	-5.0306	-1.9823	14.7931
O	-9.2659	11.3065	18.8697
O	0.7718	20.1542	14.7962
O	4.4697	-4.6035	29.2391
O	-9.3998	-10.6566	13.1772
O	7.7705	15.1006	15.897
O	25.0787	18.767	25.767
O	0.3043	42.0362	21.7545
O	-17.0636	-4.8063	27.2467
O	5.4042	18.3951	18.5183
O	-6.6	-9.3241	27.3664
O	6.364	9.6052	23.2924
O	3.8598	8.9464	24.1828
O	-21.8588	-15.0646	20.8534
O	-20.7937	-8.2049	14.0422
O	-19.7891	-30.779	17.0782
O	11.104	4.5092	24.374
O	10.842	32.9542	16.0294
Si	1.029	-2.5352	20.5202
Si	-4.4327	14.9843	17.4139
Si	13.3891	2.1692	32.3912
Si	13.1729	6.157	30.9402
Si	10.8514	16.9222	17.0721
Si	-2.1427	7.29	14.494
Si	-1.1223	-0.7559	24.4511
Si	-8.1219	15.9052	25.5598
Si	-4.0267	-1.4835	28.2054
Si	0.1085	22.6138	31.253
Si	13.674	5.452	17.2283
Si	11.8948	3.5497	18.4349
Si	1.049	-6.8204	24.04
Si	4.9973	16.2812	28.0795
Si	4.9529	2.8627	23.6941
Si	-3.2906	12.7196	19.1077
Si	10.5811	2.2529	21.0556
Si	-6.338	-5.6913	21.8335
Si	4.2688	15.8027	12.7288
Si	-6.1986	2.2603	14.3181
Si	2.0803	1.2059	17.4886
Si	-0.5459	19.3388	18.7663
Si	-5.4387	2.6199	27.948
Si	6.4993	-4.4763	19.1941
Si	9.746	3.9838	23.6339
Si	-3.8789	17.214	23.5397
Si	-9.2754	1.2403	24.0043
Si	2.0583	15.2074	14.5114
Si	-6.607	1.9895	16.6618
Si	2.2011	17.1097	22.0869
Si	19.1415	13.4145	25.3584
Si	5.3837	31.2612	24.5757
Si	8.1286	8.9726	19.7614
Si	-7.3908	29.5484	17.4343
Si	6.0478	0.033	18.7905
Si	9.3433	0.4699	16.5284
Si	0.3599	-2.2919	13.329
Si	0.2575	-0.2695	22.5335
Si	-2.5994	14.2597	30.7195
Si	7.4282	23.4951	30.6332
O	21.0777	-7.3893	13.9107
O	5.9433	8.2064	25.5331
O	-19.6881	20.0508	17.7749
O	-5.4564	21.0835	27.8207
O	-3.6035	22.9443	26.0454
O	-10.8016	6.2549	29.4722
O	-3.4288	25.11	18.4027
O	-9.8035	0.1296	22.9405
O	18.1867	12.2581	11.6198
O	7.054	2.3061	14.1153
O	5.6362	11.5204	17.2838
O	-6.985	29.4746	15.8522
O	11.3469	-10.0595	21.4693
O	0.7853	2.1878	17.6653
O	7.0366	-9.2302	28.9851
O	-3.0079	-26.6214	13.6296
O	7.1016	-12.1498	18.7361
O	1.783	21.9611	16.3453
O	16.7197	-7.274	22.2669
O	-0.4375	15.4359	12.0894
O	-2.4872	12.8199	20.4949
O	-21.9052	-8.4269	23.9525
O	22.276	4.7173	28.0176
O	11.3858	-7.8028	19.9287
O	38.7032	17.346	24.9317
O	-17.9206	-11.0978	25.4121
O	2.5071	-23.7229	20.2529
O	4.0658	20.3495	13.9788
O	12.0168	4.3866	14.5281
O	8.9744	12.7848	15.8042
O	9.6655	-45.5553	19.2353
O	-14.2345	-0.8966	23.7947
O	22.0206	0.2766	25.7502
O	9.1389	11.6991	18.121
O	-5.1895	13.2467	24.1885
O	-2.7309	14.0868	24.7198
O	11.3044	9.8021	12.3326
O	-18.218	14.6854	13.74
O	3.8436	12.6072	23.5637
O	-3.3756	-14.1868	22.9452
O	8.1622	10.5538	13.4248
O	9.2161	23.1956	11.6542
O	21.3363	-26.1023	29.4297
O	18.4268	12.1932	19.5316
O	-19.4828	26.8178	27.1553
O	11.0321	-13.1084	25.1224
O	4.7332	10.5266	19.6556
O	-9.3877	-10.3783	25.4807
O	-6.8684	1.005	13.4763
O	18.6733	27.433	17.9746
O	10.7723	-6.5518	17.5341
O	21.4301	17.4535	15.9107
O	12.3998	17.2189	16.6209
O	-9.6995	15.6313	25.3023
O	-17.4913	3.2974	17.3695
O	11.6282	23.949	13.2359
O	-17.639	14.8742	28.7235
O	-8.4131	17.4001	17.7695
O	0.9199	-1.2222	27.1633
O	13.1475	26.6466	22.6178
O	-24.806	23.9037	27.741
O	-8.0539	10.3135	27.4072
O	2.0532	-14.5613	23.2342
O	-15.4676	-26.4895	25.181
O	1.6152	-9.8138	27.9669
O	2.6415	26.4139	16.0017
O	19.2732	7.4003	19.8382
O	-7.1746	3.8645	24.858
O	15.383	27.8033	21.7614
O	-23.4821	-3.6707	27.3091
O	-17.2839	-5.4814	20.3522
O	13.2065	-6.4011	18.5091
O	8.8781	21.4074	27.9491
O	-12.6211	-15.0071	18.4156
O	-5.3743	27.8283	22.9588
O	8.0553	9.6683	21.2491
O	8.8078	5.1715	23.0491
O	0.4868	2.9632	29.2864
O	13.1904	7.9483	12.4657
O	-3.7169	8.1311	27.2511

Results
free energy: -183736.987 eV
free energy less fixed offsets of O -568.88, Si -635.61 eV per atom: 6.093 eV

Forces (eV/angstrom), in the order of the atoms: element, x, y, z
Si	-0.0019	0.0205	0.0232
Si	-0.0091	0.0534	0.0037
Si	-0.006	0.0332	-0.0366
Si	0.0004	-0.0157	0.0444
Si	0.0009	-0.0549	-0.0187
Si	0.0048	-0.0091	-0.0073
Si	-0.0104	0.0301	-0.0019
Si	0.0019	0.076	-0.0177
Si	0.0225	0.0535	-0.0322
Si	-0.0136	-0.0814	0.0255
Si	0.002	-0.0678	-0.0036
Si	0.0059	0.0081	0.0139
Si	0.0105	-0.0535	0.0604
Si	0.0281	0.0762	-0.012
Si	0.0629	0.0074	0.0267
Si	0.0016	-0.0084	0.0256
Si	0.053	-0.1088	-0.0294
Si	-0.0047	-0.1329	-0.0813
Si	0.0076	0.081	-0.0357
Si	0.0101	0.1095	-0.0666
Si	-0.0002	-0.0157	0.0026
Si	-0.0028	0.0924	0.1273
Si	0.0228	-0.0203	0.0462
Si	0.0333	-0.0991	-0.0296
Si	0.1081	-0.1601	0.3384
Si	-0.1005	-0.1458	0.2301
Si	-0.0409	-0.0614	-0.2616
Si	-0.0616	-0.0377	0.1599
Si	-0.1058	-0.1523	-0.1711
Si	-0.015	-0.0503	-0.1927
Si	-0.0157	-0.0163	0.0986
Si	-0.1529	-0.0599	0.1242
Si	-0.0622	0.0922	-0.0979
Si	0.0049	-0.0129	0.4284
Si	-0.1466	-0.1953	-0.0245
Si	0.0809	-0.1767	-0.1556
Si	-0.0115	0.0555	0.0076
Si	-0.0159	0.0031	-0.0531
Si	0.0004	-0.0388	-0.0713
Si	0.0116	-0.0677	0.0449
Si	-0.0353	-0.0904	0.0392
Si	-0.02	-0.0357	0.0089
Si	-0.0146	0.145	0.0659
Si	-0.027	0.0624	0.0081
Si	-0.0132	0.0029	-0.0052
Si	-0.0309	-0.0593	0.034
Si	-0.0221	-0.0664	0.0194
Si	-0.0006	0.0568	-0.0755
Si	-0.0148	0.0265	-0.044
Si	0.0133	0.0522	-0.0106
Si	0.0177	-0.0185	-0.017
Si	0.0008	0.0524	0.009
Si	0.0159	-0.0072	0.0127
Si	-0.0273	0.0886	-0.0872
Si	-0.0275	-0.2058	-0.0419
Si	-0.0078	-0.0025	0.0043
Si	0.0132	-0.0223	-0.0334
Si	0.0003	-0.0037	-0.012
Si	0.0152	0.0168	0.0014
Si	-0.0021	0.03	-0.0189
Si	0.0112	0.0187	-0.0207
Si	-0.016	-0.0096	0.0003
Si	0.0026	0.0081	0.0284
Si	0.0061	0.0005	0.013
Si	-0.0128	0.1687	-0.0859
Si	0.0106	0.0021	-0.017
Si	0.0414	0.0496	0.0251
Si	0.0683	-0.0552	-0.0186
Si	-0.0259	0.0768	0.0229
Si	-0.0025	-0.0586	-0.0069
Si	-0.0341	-0.0575	-0.0206
Si	-0.018	0.0223	-0.0027
Si	-0.042	0.0018	-0.015
Si	0.0025	-0.0135	-0.0008
Si	-0.0363	0.0248	0.0386
Si	-0.0036	0.0241	0.0039
Si	-0.0184	-0.0041	0.0229
Si	0.0139	-0.0167	0.0379
Si	0.0067	-0.0419	0.0008
Si	0.0141	-0.0152	0.0365
Si	0.0185	-0.015	-0.0061
Si	-0.0003	0.0282	-0.0195
Si	-0.0203	-0.0135	0.0112
Si	-0.0497	-0.0437	0.0353
Si	-0.0089	-0.0029	-0.0039
Si	0.0012	0.0071	-0.0082
Si	0.0096	0.0042	-0.0064
Si	-0.0129	0.011	-0.0073
Si	-0.002	0.0152	-0.0132
Si	0.0028	-0.0085	-0.0085
Si	-0.0195	-0.0186	0.0019
Si	-0.0145	-0.0233	0.0007
Si	-0.0036	0.0031	-0.0096
Si	0.0263	0.0172	-0.0045
Si	-0.0018	0.0176	-0.012
Si	0.0102	-0.0081	-0.0234
Si	0.1742	0.0772	0.3298
Si	0.0892	0.1676	0.0883
Si	0.0806	0.1697	-0.2167
Si	0.0936	0.1539	0.2438
Si	0.0887	0.1285	-0.2926
Si	-0.0973	0.193	-0.1303
Si	0.0161	0.1859	0.1874
Si	0.0561	0.1427	-0.1656
Si	-0.0825	0.0351	-0.2268
Si	0.1215	-0.2318	0.1623
Si	0.2165	0.043	-0.2519
Si	-0.1574	-0.1645	0.277
Si	0.0052	-0.0079	-0.0118
Si	-0.0053	-0.0139	0.003
Si	0	-0.0173	0.0039
Si	-0.0018	0.0114	0
Si	-0.0056	0.0098	-0.0047
Si	0.0055	0.0129	0.0007
Si	0.0055	-0.0252	-0.0045
Si	0.0052	-0.0023	-0.0152
Si	0.0011	-0.0077	0.0028
Si	0.0106	0.0138	-0.0057
Si	0.0014	0.0135	-0.007
Si	-0.0047	0.0087	-0.0139
Si	0.0088	0.0048	-0.0014
Si	-0.0144	-0.0031	0.0186
Si	-0.0021	-0.0065	0.0202
Si	-0.0036	-0.0039	-0.0027
Si	0.0006	0.0135	-0.002
Si	-0.0151	0.0232	0.0141
Si	0.0102	0.0071	-0.0132
Si	-0.0062	0.0158	-0.0128
Si	-0.0042	-0.0129	-0.0069
Si	-0.0068	0.0164	0.0007
Si	-0.0155	-0.0002	0.007
Si	0.015	0.0146	0.0141
Si	0.0067	-0.0089	-0.004
Si	-0.0155	-0.0096	0.0116
Si	-0.0029	0.0141	-0.0176
Si	0.0382	0.0422	0.0612
Si	0.0106	-0.0269	-0.0232
Si	-0.0318	0.015	0.0328
Si	-0.0006	0.0151	0.0126
Si	-0.0415	-0.005	0.0159
Si	-0.0181	-0.0013	-0.0027
Si	-0.005	0.0141	0.0122
Si	0.003	-0.0486	-0.0161
Si	-0.0092	-0.0282	-0.0498
Si	-0.0321	0.013	0.0119
Si	-0.0058	-0.0002	0.0076
Si	0.0217	0.0183	0.0101
Si	-0.0066	-0.0086	0.004
Si	0.0211	0.0471	0.0417
Si	-0.0122	-0.0001	0.0043
Si	0.0258	-0.0193	0.0129
Si	0.0632	0.1025	0.0581
Si	-0.0034	-0.0771	-0.0094
Si	-0.0074	0.0419	0.0129
Si	-0.0115	-0.0059	-0.0102
Si	0.0277	-0.0199	0.0304
O	-0.0058	-0.002	-0.0077
O	0.0004	0.0077	-0.0154
O	0.0319	0.0074	-0.0346
O	-0.0036	-0.0002	-0.013
O	-0.0247	0.0017	-0.0018
O	0.0018	0.025	0.0034
O	-0.0374	-0.0466	-0.0198
O	0.0027	0.0107	-0.0133
O	-0.0031	0.004	0.0001
O	0.0002	-0.0175	0.004
O	-0.0292	0.0065	-0.0187
O	-0.0064	0.0036	0.0097
O	-0.0021	0.0061	-0.006
O	-0.0111	0.0047	-0.0016
O	-0.0027	0.0039	-0.0083
O	0.0054	-0.0099	-0.0003
O	0.0146	0.0029	0.0025
O	-0.005	-0.0026	0.0058
O	0.0095	0.003	0.0003
O	0.0054	-0.0195	0.0015
O	0.0113	0.0279	-0.0022
O	-0.0149	0.0008	0.011
O	-0.0146	-0.0041	-0.0141
O	-0.0138	0.0034	0.0081
Si	-0.0205	0.0079	0.0028
Si	0.0092	0.0064	-0.0088
Si	-0.0409	-0.0118	-0.0029
Si	0.0176	-0.0186	0.0388
Si	-0.0198	0.014	-0.0046
Si	0.0169	0.0025	-0.0342
Si	-0.021	0.0195	-0.0029
Si	-0.007	0.0027	0.0099
Si	0.0241	-0.0347	-0.0178
Si	0.0811	0	-0.0022
Si	-0.0024	0.0071	-0.0051
Si	0.001	0.0034	-0.0033
Si	-0.0025	-0.0031	0.003
Si	-0.0164	0.0183	0.0009
Si	0.0004	0.0021	0.0031
Si	0.0037	-0.0018	0.0056
Si	0.0072	-0.0152	0.0248
Si	-0.0029	0.008	0.0047
Si	0.0282	-0.0074	0.0557
Si	0.0242	-0.062	-0.0393
Si	0	-0.0049	-0.0013
Si	0.0371	0.011	0.0197
Si	-0.0157	0.0168	-0.0317
Si	-0.0036	0.0118	0.0015
Si	0.0037	-0.0065	0.0097
Si	-0.0021	0.0162	-0.0096
Si	-0.0251	-0.0233	-0.0101
Si	0.0005	-0.0121	-0.0217
Si	-0.0064	0.022	-0.0399
Si	-0.0138	0.0154	-0.0096
Si	0.0129	0.0014	-0.0018
Si	0.0035	0.0095	-0.0004
Si	0.0131	0.0032	-0.0013
Si	0.0046	0.0055	-0.0071
Si	0.0029	-0.0154	-0.0079
Si	-0.0132	0.0043	-0.047
Si	-0.0333	-0.0282	0.0296
Si	0.0094	-0.0307	-0.0237
Si	-0.0192	-0.0002	-0.0441
Si	0.0354	0.0144	-0.0372
O	0.0257	0.0013	0.0015
O	-0.0052	0.0086	-0.0058
O	0.0029	0.0022	-0.0034
O	0.0085	0.0034	-0.0011
O	-0.001	0.0024	-0.006
O	-0.0229	0.0171	-0.0377
O	0.0004	-0.0017	-0.0015
O	0.0161	0.021	0.0034
O	0.0237	-0.0365	0.0041
O	0.0035	0.0324	0.0441
O	0.011	-0.0254	0.0216
O	0.0032	-0.0131	0.0104
O	-0.0093	0.0295	-0.0086
O	0.0006	0.0059	0.0022
O	0.005	-0.0102	0.035
O	-0.0248	0.0137	-0.0145
O	-0.0038	0.008	0.0038
O	-0.0015	0.0043	0.0049
O	-0.0007	-0.0031	-0.0051
O	0.0145	-0.0348	-0.0428
O	-0.0061	0.0074	-0.0131
O	0.0034	0.0052	-0.0038
O	-0.0084	0.0129	0.0147
O	0	0.0006	-0.0087
O	-0.0055	0.0034	-0.0044
O	-0.0092	-0.021	-0.0051
O	0.0135	0.0108	-0.0111
O	0.0062	-0.0097	-0.0318
O	0.0154	-0.017	-0.0046
O	0.0067	-0.0372	0.0338
O	-0.0253	0.002	-0.0009
O	-0.0101	-0.0144	-0.0088
O	-0.0091	0.0054	0.0102
O	-0.0012	0.0097	-0.0025
O	0.0038	-0.0003	0.0018
O	-0.0131	0.0037	-0.0175
O	0.0088	0.0047	0.0048
O	-0.0264	0.051	-0.0303
O	0.0049	0.0057	-0.0023
O	-0.0225	0.0016	0.0037
O	0.002	0.0081	-0.0609
O	0.002	-0.0096	-0.0012
O	0.0012	-0.001	0.0001
O	0.0019	0.0063	-0.0046
O	0.0094	0	-0.0035
O	0.0081	-0.0148	0.0091
O	0.0042	0.0045	-0.0095
O	0.002	0.0003	0.0144
O	-0.0176	-0.0035	0.0019
O	-0.0074	-0.0016	-0.0012
O	0.0064	-0.0096	0.0063
O	-0.0005	-0.0041	0.0129
O	0.0107	-0.004	-0.0009
O	0.0013	-0.0006	-0.0097
O	0.0052	0.0112	0.0093
O	-0.002	0.0028	-0.0216
O	0.0003	-0.0133	-0.0128
O	0.0039	-0.0019	-0.0085
O	0.0068	-0.003	-0.0025
O	-0.0034	-0.0014	-0.0005
O	-0.008	-0.0178	0.0059
O	0.0015	0.0093	-0.0104
O	0.0061	-0.0044	0.0001
O	-0.0034	-0.0007	-0.0154
O	0.0057	-0.0133	0.027
O	0.004	0.0041	0.0122
O	-0.0053	-0.0025	-0.0068
O	-0.0015	0.0017	-0.009
O	0.006	-0.0041	-0.0036
O	0.0094	0.0071	-0.0115
O	0.0022	0.0004	-0.0073
O	-0.0036	-0.0044	-0.0003
O	-0.022	-0.0021	0.0088
O	-0.0063	-0.0148	-0.0145
O	0.0172	-0.0008	-0.0016
O	-0.0071	-0.0028	-0.0062
O	-0.0031	-0.0018	0.0018
O	0.0167	-0.0559	0.058
O	-0.0064	0.0093	0.0027
O	-0.0174	0.0095	-0.0097

The program warned: the cutoff lies below the one the program advises for these potential files; the forces do not sum to zero within the program's tolerance; the exchange-correlation potential is rough where the density is thin.
